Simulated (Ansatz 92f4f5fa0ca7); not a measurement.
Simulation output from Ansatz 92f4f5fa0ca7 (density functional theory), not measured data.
Periodic cell of 178 atoms, Si99O79, from a study of silicon, its oxide and their interface. The atomic structure is a simulated model.

Settings: functional r2SCAN; potential files Ansatz norm-conserving; basis plane waves; wave-function cutoff 1300 eV; density cutoff ratio 4; exchange-correlation grid ratio 1; k mesh 2 x 2 x 1, shifted by 0.5 0.5 0.5 of a step; self-consistency stop 5e-08 eV per atom in the density residual; occupations Fermi-Dirac, 0.05 eV; spin none; net charge 0.

Cell vectors (angstrom)
a	11.5403	0	0
b	0	11.5403	0
c	-4.4757	-2.9416	23.0373

Atoms and the computed forces on them: element, x, y, z (angstrom), force x, y, z (eV/angstrom)
Si	8.207	7.6765	-0.759	-0.1345	0.027	-0.4948
Si	2.1741	2.2901	1.0448	-0.6123	0.5676	-0.0417
Si	7.0741	2.4132	1.6532	0.2746	0.0435	-0.4437
Si	3.9377	4.5633	-2.9413	0.1664	-0.0595	-0.0462
Si	1.9675	0.3854	-2.2187	-0.2879	-0.0921	-0.9158
Si	5.9696	1.2426	0.0062	0.4311	-0.4577	0.0034
Si	8.1004	7.0581	-3.5764	-0.0659	0.1351	0.038
Si	5.5185	3.9496	2.3149	-0.2089	0.9001	0.1056
Si	10.932	6.3326	-0.2854	-0.0185	-0.007	-0.1861
Si	3.6906	10.8557	1.0223	0.2266	-0.5013	-0.4571
Si	1.8008	0.2208	0.0858	-0.0235	-0.3021	0.1785
Si	6.3359	6.5073	1.3463	-0.2045	0.2505	-1.0743
Si	3.6551	7.8009	1.205	-0.2392	-0.1652	-0.1116
Si	8.2015	1.8971	-1.8021	0.16	-0.1461	-0.4689
Si	8.5075	9.6475	1.4176	-0.1248	0.0663	-0.0815
Si	10.949	11.4959	1.8313	-0.2528	-0.404	-0.6129
Si	11.412	2.346	1.6844	0.0726	0.2714	0.2366
Si	10.8151	7.8429	2.4362	-0.1556	-0.2105	-0.4397
Si	3.5428	-1.671	3.9622	0.1223	0.423	-0.0652
Si	3.4199	2.8971	3.124	0.2068	0.2005	0.2258
Si	3.2812	7.5024	3.6261	0.0965	-0.1333	-0.2346
Si	7.2829	-0.7532	3.8651	-0.1175	-0.0716	-0.4917
Si	7.2444	1.6772	3.7919	0.1331	-0.1386	0.5089
Si	6.9583	6.2941	3.5802	0.2006	-0.569	0.2016
Si	11.3198	-1.531	3.6266	-0.0778	-0.0892	0.2088
Si	11.1693	3.5078	3.687	0.0862	0.0508	-0.0357
Si	10.995	6.039	3.9164	0.1778	-0.0443	-0.1247
Si	1.5917	-1.1573	5.1315	-0.1748	0.1102	0.03
Si	1.6401	2.9428	4.8712	0.0448	-0.0694	0.1563
Si	1.4184	6.7825	5.0356	0.2716	0.0039	0.2211
Si	5.4244	-1.3112	5.2798	0.2661	-0.1519	0.1656
Si	5.13	2.4186	4.8216	0.1431	-0.6502	-0.0917
Si	5.1311	6.6389	4.9835	-0.2671	0.2115	0.2809
Si	9.3159	-1.227	4.9236	0.0132	-0.1844	0.227
Si	9.2689	2.6172	4.7412	-0.0597	-0.048	-0.2094
Si	8.9417	6.4724	4.9158	-0.4234	-0.1146	0.2274
Si	1.4348	8.5986	6.6609	0.0571	0.0602	0.1514
Si	1.6296	0.848	6.4005	0.0242	0.0798	-0.118
Si	1.5935	4.7985	6.3171	-0.1205	0.0211	0.0266
Si	5.3046	8.2952	6.6653	0.0353	-0.0217	-0.0823
Si	5.2701	0.7097	6.439	0.031	0.1687	0.0974
Si	5.1905	4.4636	6.1325	-0.1224	0.0807	0.0604
Si	9.0385	8.4166	6.3128	0.1453	0.096	-0.1955
Si	9.4537	0.7711	6.1608	0.0109	0.0004	-0.1401
Si	8.9684	4.4614	6.1135	-0.0562	0.19	-0.0064
Si	3.435	8.5797	8.1413	-0.0213	0.0816	0.0084
Si	3.5115	0.7768	7.9942	0.0433	-0.2367	-0.2493
Si	3.4498	4.7032	7.7449	0.1821	0.0721	-0.4059
Si	7.3003	8.2611	7.9169	-0.0055	-0.0168	0.3149
Si	7.4085	1.3499	7.2584	0.0053	0.3686	-0.199
Si	7.1555	3.7382	7.3601	0.052	-0.0674	-0.1454
Si	10.8677	8.5198	7.7843	-0.121	0.0271	-0.2881
Si	11.1951	0.7547	7.7419	-0.0207	-0.1367	-0.0762
Si	10.9343	4.7052	7.3714	-0.1604	0.0484	-0.4052
Si	4.2981	-0.9852	9.5077	-0.161	-0.0309	-0.3142
Si	4.7915	-0.4718	11.9231	-0.0758	0.0649	0.6263
Si	5.5965	3.9748	10.8742	0.0466	-0.2818	0.1939
Si	8.2864	0.2655	9.1133	-0.0985	0.4786	0.5665
Si	7.3139	-1.8799	11.3464	-0.8673	0.1082	-0.0236
Si	8.1809	6.6056	9.5934	0.1191	-0.0852	-0.3974
Si	10.2928	-1.0965	9.0926	-0.0363	0.1478	0.2632
Si	11.0033	2.8321	8.7341	0.0449	-0.001	-0.1257
Si	10.567	6.4906	8.9061	-0.0209	-0.0677	0.0037
Si	3.1933	6.5288	9.2603	0.064	-0.241	0.1956
Si	3.3724	2.8149	9.1007	0.0435	0.1289	0.5686
Si	4.3911	5.9162	11.3114	-0.6179	-0.0675	0.0413
Si	6.6335	-1.362	9.2098	0.031	-0.1662	-0.3518
Si	9.2635	2.8576	10.3079	0.2547	-0.3568	0.7714
Si	7.5136	4.3451	9.5746	-0.0112	0.1052	0.1729
Si	9.6773	-1.6686	11.4965	0.8007	0.4098	-0.0349
Si	1.274	3.4144	10.0368	-0.0508	-0.0023	0.2636
Si	1.0134	5.8421	10.0009	0.0038	0.2218	0.4667
Si	9.3117	3.773	21.712	-0.2063	0.1395	0.2633
Si	7.196	7.4112	11.5899	-0.6191	-0.4089	0.4621
Si	5.8031	6.2484	15.7105	-0.1902	0.3216	0.2662
Si	8.8778	7.6019	13.1865	0.3844	-0.3348	0.1004
Si	4.6821	9.0075	18.6059	-0.1653	-0.0787	-0.1102
Si	4.6864	3.474	15.6015	0.6856	0.0355	-0.2647
Si	2.669	10.5975	14.282	0.042	-0.2014	0.2406
Si	10.7379	-0.3384	16.2745	0.298	0.0113	-0.1332
Si	9.2144	0.8338	17.5706	0.0472	-0.277	-0.2101
Si	7.5235	2.6217	15.5168	-0.1609	0.0745	-0.0203
Si	-0.1027	0.1857	13.4168	0.2409	-0.0429	-0.1936
Si	1.5765	5.656	12.7867	-0.0646	0.2401	-0.112
Si	3.48	8.1989	16.0355	0.0678	0.1531	0.251
Si	2.6343	3.5845	16.671	-0.48	-0.0174	0.5505
Si	2.0959	0.5985	16.8241	0.1838	0.0192	-0.0097
Si	8.8962	6.1819	19.695	-0.3682	-0.1208	-0.002
Si	-1.6771	6.3862	16.7065	0.1166	-0.358	0.3614
Si	5.7924	2.1729	13.2421	-0.0794	-0.1048	0.1369
Si	2.5883	1.2853	19.6368	0.4268	-0.0268	-0.0039
Si	-0.8315	-0.1633	21.5376	0.0887	0.0611	0.053
Si	5.9148	6.1132	18.7916	-0.2133	0.093	0.0405
Si	7.517	9.9588	18.3603	-0.5025	-0.1057	0.0337
Si	5.3417	0.3723	23.3376	-0.0299	-0.0254	-0.4304
Si	8.6302	5.4873	14.9821	-0.2634	-0.4335	-0.5018
Si	1.3249	6.0969	15.6736	0.2156	0.2445	0.0974
Si	9.2932	-3.0047	16.1257	0.0386	0.6495	-0.1779
Si	0.1891	3.024	12.0746	0.1826	-0.012	-0.2746
O	11.9707	10.9895	0.6241	0.2974	0.2759	0.1265
O	9.4477	10.9721	1.3086	0.4824	0.2663	0.2796
O	3.3751	9.3074	0.6461	0.2496	-0.4893	0.4555
O	11.4004	7.1983	1.0229	-0.1951	0.196	0.1231
O	7.2364	0.885	-0.9683	-0.1609	0.2244	0.0393
O	3.8959	0.3782	24.1059	-0.4866	-0.2484	0.2331
O	5.0959	-0.0791	0.4158	-0.1334	0.1507	0.0474
O	5.0884	-0.5315	21.9782	-0.1776	0.1292	0.3645
O	0.5245	-0.633	22.3033	-0.3	-0.1006	-0.1255
O	7.2609	6.208	19.6749	0.3797	0.0698	-0.1598
O	5.4319	5.1375	1.165	0.2186	0.1073	0.2758
O	3.3056	5.7589	-2.0643	0.0458	0.062	-0.2044
O	8.1054	9.1493	-0.0772	-0.0054	-0.0411	0.4152
O	-1.9026	0.262	22.7267	0.3572	-0.0876	0.118
O	3.766	10.8994	2.652	-0.198	-0.2849	0.2135
O	2.8907	0.2914	20.8627	-0.1117	0.001	-0.0189
O	6.5657	4.6349	3.4444	-0.0817	0.2327	0.0469
O	7.2193	10.0332	2.3454	0.1876	0.1735	0.2698
O	9.2666	8.3649	2.1137	0.23	0.1798	-0.1575
O	5.8511	1.9016	23.0479	-0.0675	0.0223	0.0987
O	4.6364	2.8181	10.1913	-0.1173	0.2679	-0.2151
O	6.1886	3.4534	12.3272	-0.1072	-0.1724	-0.101
O	5.5762	6.932	11.8443	0.8013	0.2727	-0.1363
O	8.5894	1.3177	10.4375	-0.0784	-0.0963	-0.7446
O	6.0813	-1.3893	12.3527	-0.0175	0.2518	-0.1866
O	5.9323	9.886	18.0891	0.2318	-0.0797	0.1407
O	7.5096	7.7725	-2.2378	0.2424	-0.2261	0.2467
O	9.7459	7.1989	-0.9928	0.0394	-0.1052	0.2276
O	9.5484	7.5939	20.1412	-0.135	0.141	0.0905
O	5.2662	7.6911	1.0205	0.2	-0.0667	0.1455
O	-1.362	-1.4156	20.6188	0.0213	-0.0587	0.3285
O	2.6715	4.3152	18.1531	0.214	-0.2794	-0.2546
O	8.1528	5.4483	-3.3257	-0.3105	-0.0346	-0.0776
O	9.4436	5.8462	18.201	0.2023	0.0652	0.0679
O	0.8786	6.4443	11.5507	0.1941	-0.4284	-0.0372
O	8.5749	1.0762	-3.1152	-0.0088	0.1678	0.1928
O	5.3116	1.0439	12.2131	0.008	-0.2925	-0.2046
O	-1.0825	-0.513	12.3419	-0.1228	-0.2102	0.1349
O	1.8008	2.1896	16.674	0.2392	-0.0175	-0.0144
O	8.1727	-2.4861	17.1844	0.0378	0.1088	0.0926
O	9.962	8.375	12.1708	-0.1831	0.1546	0.2516
O	3.1924	5.6101	12.4397	0.0485	0.0574	-0.0279
O	4.5478	2.5789	14.2335	0.3227	0.167	0.0542
O	4.8383	5.0591	15.1965	0.0634	-0.158	0.0891
O	5.5332	4.7767	-3.2971	-0.3413	0.023	-0.0025
O	-0.0726	6.26	16.4509	0.0183	-0.1059	-0.0082
O	-1.4388	3.1965	11.7399	0.0239	-0.173	-0.4343
O	4.956	7.6312	15.6294	0.0258	-0.2726	-0.0352
O	0.7001	-0.1964	16.9003	-0.1878	0.0738	-0.165
O	1.2753	6.5239	14.1131	-0.0125	-0.1931	0.145
O	2.91	9.0934	14.8277	-0.0403	0.1738	0.0065
O	0.4361	1.598	12.8224	-0.3281	-0.0641	0.1557
O	5.0333	7.4622	18.9875	0.1949	-0.0683	-0.144
O	7.7709	3.2242	21.8063	0.1294	0.0956	0.0826
O	3.5945	9.0623	17.4051	0.1938	-0.1749	-0.0935
O	1.161	10.7527	13.7265	-0.1914	0.2128	0.0407
O	10.5398	-1.951	16.1499	-0.2573	0.1496	-0.0592
O	8.7429	8.5176	14.5631	0.1426	-0.0789	-0.154
O	7.4759	6.5676	0.1754	-0.1688	0.1247	0.2519
O	6.1357	3.0536	16.2959	-0.0934	0.0317	-0.4307
O	2.4546	7.0064	16.3884	-0.1303	-0.1496	-0.2042
O	7.0564	1.745	14.2063	-0.2257	0.2879	0.0169
O	8.0423	11.4778	18.2545	0.182	0.053	0.0499
O	8.4771	1.8805	16.572	-0.0047	0.023	0.1349
O	3.0597	4.4741	-4.3178	-0.0187	0.2281	0.1633
O	9.4069	6.1058	13.6577	0.0344	0.1004	0.2927
O	7.7493	9.4125	19.877	0.4327	-0.0151	0.1247
O	1.77	4.551	15.7173	0.0378	0.0206	0.0746
O	2.7758	6.8714	0.2079	0.0935	0.0818	-0.2168
O	2.9578	11.6114	15.5413	-0.2972	-0.0059	-0.0265
O	9.3089	5.1273	20.8321	0.1031	-0.1071	0.0231
O	5.0805	4.7769	19.179	-0.1152	0.0637	-0.1229
O	0.8508	4.1983	13.0025	0.0165	0.2181	-0.0322
O	10.6491	0.4067	14.8133	0.13	-0.1849	0.1183
O	6.3129	6.0026	17.2314	-0.0102	-0.0128	-0.151
O	2.8577	0.4468	18.2544	-0.2525	0.2462	-0.0408
O	3.6245	-0.7095	13.0159	0.0775	-0.0188	-0.11
O	8.3533	3.8922	14.9275	-0.1475	-0.0175	0.087
O	7.167	6.2604	14.8491	-0.0641	-0.1576	0.1201

Results
free energy: -48307.926 eV
free energy less fixed offsets of O -463.61, Si -117.95 eV per atom: -5.686 eV
pressure: -1.71 GPa
stress xx, yy, zz, yz, xz, xy (GPa, positive in tension): 2.86, 0.94, 1.34, 0.25, 0.27, 0.73

The program warned: the forces do not sum to zero within the program's tolerance.
